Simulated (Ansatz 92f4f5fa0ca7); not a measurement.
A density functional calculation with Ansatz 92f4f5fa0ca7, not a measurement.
Periodic cell of 150 atoms, Si88O58N4, from a study of silicon, its oxide and their interface. The atomic structure is a simulated model.

Settings: functional r2SCAN; potential files Ansatz norm-conserving; basis plane waves; wave-function cutoff 1300 eV; density cutoff ratio 4; exchange-correlation grid ratio 1; k mesh 2 x 2 x 1, shifted by 0.5 0.5 0.5 of a step; self-consistency stop 5e-08 eV per atom in the density residual; occupations Fermi-Dirac, 0.05 eV; spin none; net charge 0.

Cell vectors (angstrom)
a	10.88	0	0
b	0	10.88	0
c	0	0	21.5543

Atoms: element, x, y, z (angstrom)
Si	-1.0125	0.2375	0.0524
Si	2.9917	3.4334	-1.103
Si	0.9041	5.2343	-0.2467
Si	3.8509	7.8679	-0.7665
Si	5.7916	0.1611	0.3686
Si	8.2815	2.377	-0.5355
Si	7.3491	5.3034	-0.4226
Si	7.7596	8.7267	0.213
Si	0.8817	2.1327	1.0712
Si	4.253	4.3643	1.403
Si	2.1545	6.6243	1.0046
Si	4.09	9.7558	1.1352
Si	6.9098	2.1308	1.4178
Si	9.4634	3.8055	1.1988
Si	6.5019	6.8405	0.8207
Si	9.5767	9.3952	1.299
Si	-0.1471	2.8291	2.8154
Si	2.8353	-0.148	2.7522
Si	0.0206	8.2039	2.6237
Si	2.7424	5.371	2.7299
Si	5.4471	2.7323	2.714
Si	8.1452	0.0065	2.7589
Si	5.5035	8.1247	2.8218
Si	8.1102	5.4621	2.734
Si	1.36	4.08	4.1046
Si	4.08	1.36	4.1046
Si	1.36	9.52	4.1046
Si	4.08	6.8	4.1046
Si	6.8	4.08	4.1046
Si	9.52	1.36	4.1046
Si	6.8	9.52	4.1046
Si	9.52	6.8	4.1046
Si	0	0	5.4729
Si	2.72	2.72	5.4729
Si	0	5.44	5.4729
Si	2.72	8.16	5.4729
Si	5.44	0	5.4729
Si	8.16	2.72	5.4729
Si	5.44	5.44	5.4729
Si	8.16	8.16	5.4729
Si	1.2604	1.3488	6.8061
Si	4.0795	4.1468	6.8002
Si	1.3183	6.8247	6.7496
Si	4.1022	9.5487	6.9006
Si	6.7314	1.4199	6.9296
Si	9.5079	4.098	6.6837
Si	6.7759	6.8612	6.9738
Si	9.6998	9.3768	6.8344
Si	0.6989	3.4827	7.7403
Si	2.353	-0.3865	8.106
Si	-1.4448	6.5924	9.7822
Si	3.1716	5.3386	8.2191
Si	6.1753	3.4801	8.1406
Si	8.2719	0.5272	8.4456
Si	4.7877	7.3911	8.1273
Si	8.172	2.9173	9.6669
Si	1.4928	3.8658	10.0611
Si	3.4007	1.4461	9.9954
Si	0.2243	8.105	8.0752
Si	2.2027	9.4867	11.0331
Si	4.924	8.6201	10.3666
Si	9.7267	4.0229	10.9764
Si	7.919	11.3459	11.4565
Si	8.2661	5.0308	8.3585
Si	4.8479	11.7266	14.2963
Si	-3.4902	6.3835	13.5759
Si	2.7985	5.9856	11.6553
Si	4.2167	5.1475	16.3813
Si	7.8793	8.4958	11.6046
Si	12.5814	6.4461	16.6514
Si	-5.6683	4.9117	12.9589
Si	-3.8157	9.5061	13.8292
Si	1.9956	12.1712	13.3935
Si	0.4261	0.9643	16.8098
Si	8.7865	11.6181	14.8898
Si	8.3217	11.1147	17.6965
Si	9.6678	13.129	13.4016
Si	2.7256	4.2621	14.0573
Si	4.2732	-0.9089	18.3103
Si	5.2012	13.4682	16.7095
Si	6.9785	16.0909	16.4748
Si	9.4597	20.196	19.0791
Si	6.0191	11.7917	19.3809
Si	8.4833	4.6867	18.9577
Si	-5.6249	12.3925	12.1897
Si	0.1019	17.5369	19.0597
Si	2.3027	9.186	15.5262
Si	13.2048	12.4636	18.1853
O	-0.6865	-5.8604	21.8641
O	2.452	2.7966	13.9333
O	12.0803	10.7061	15.6574
O	4.2535	4.082	20.9755
O	1.5844	11.5316	1.8473
O	1.2089	6.3047	20.1031
O	1.18	14.8271	20.2701
O	2.1067	3.1373	22.1794
O	6.8157	-0.8888	0.2042
O	-7.4341	-2.1122	19.5614
O	3.8908	14.3356	16.6657
O	6.7387	12.5086	-0.9382
O	7.2362	5.4484	19.4486
O	10.2423	10.2949	19.9059
O	8.3695	15.6587	17.4417
O	-12.4002	3.7718	12.5485
N	2.4389	5.3757	9.8796
O	6.4989	5.5306	12.5023
O	5.0102	2.1031	9.3804
O	2.3145	7.467	11.7382
O	7.9584	10.4881	9.5919
O	4.3125	5.303	11.6799
O	-2.0266	12.7831	8.9609
O	9.6243	5.6783	11.0763
O	6.2265	7.7441	10.658
O	5.7092	3.0987	12.4752
O	8.3702	7.4442	12.5961
O	6.6848	12.2557	11.0087
O	9.0361	8.1499	10.4763
O	14.2291	0.4685	14.3482
N	-7.0802	0.6406	11.4841
O	-1.8376	9.7169	17.5148
O	-2.5003	10.1519	14.4216
O	-4.1166	7.9008	14.1597
O	2.1513	4.7837	12.4895
O	5.2997	12.5417	15.4883
O	1.9585	2.333	10.2842
O	7.6514	5.7198	14.8988
O	-1.6845	12.3065	11.7619
O	5.6934	12.8117	18.133
O	16.5222	10.0137	14.3056
N	-6.7991	5.1739	14.3952
O	1.6487	4.9558	15.3046
N	-3.8979	9.9512	12.0524
O	1.4116	7.6317	15.624
O	3.2544	13.0376	19.6119
O	0.2576	1.4175	13.5552
O	3.0215	11.062	17.7516
O	7.3051	11.227	18.8601
O	11.3828	6.0932	17.3803
O	10.2208	23.2995	15.5232
O	7.6407	11.8124	16.2181
O	6.1793	14.5895	16.087
O	-0.4571	8.0937	18.6236
O	10.0106	1.0181	17.9192
O	1.4241	13.299	17.1323
O	-5.3663	16.9113	16.6882
O	3.3589	17.3513	17.0856
O	8.6814	3.2892	19.6583
O	8.1241	9.0986	19.9087
O	5.2197	10.8222	20.3445
O	10.0317	5.5108	19.3381

Results
free energy: -38356.977 eV
free energy less fixed offsets of N -289.75, O -463.61, Si -117.95 eV per atom: 71.003 eV
pressure: -0.14 GPa
stress xx, yy, zz, yz, xz, xy (GPa, positive in tension): -0.02, 0.7, -0.26, -0.07, 1.07, 1.14

Forces (eV/angstrom), in the order of the atoms: element, x, y, z
Si	1.2589	3.0717	-4.7308
Si	-8.6708	0.2722	3.3963
Si	-1.6336	-1.439	-0.5538
Si	0.6797	-0.4032	3.2318
Si	-3.7012	4.8971	2.0963
Si	0.9175	-0.3501	1.1882
Si	-0.2951	-2.0634	0.3222
Si	0.5137	-0.4605	-4.1094
Si	2.4501	-4.9223	-0.628
Si	1.5716	-0.4198	-1.2876
Si	-0.4952	1.9297	0.4105
Si	-0.029	-2.4162	1.1644
Si	2.6159	-3.725	-0.8615
Si	-2.0226	1.8386	-0.9536
Si	-1.1115	1.3848	2.6593
Si	-0.5129	0.0344	2.3115
Si	-0.5043	0.9233	2.3799
Si	-2.0992	1.3156	-0.8105
Si	1.3947	-1.4495	0.7445
Si	0.3443	0.5593	1.4463
Si	-2.9983	1.6737	2.5172
Si	0.2254	0.8786	-0.5767
Si	-1.0214	0.4773	-1.8973
Si	-0.1272	-0.2573	-1.2389
Si	-0.2198	0.1084	0.067
Si	0.0622	-0.1289	-0.3865
Si	0.2356	-0.3253	-0.2595
Si	0.109	-0.5457	-0.0318
Si	-0.5053	0.5384	0.157
Si	-0.3642	-0.6817	0.0978
Si	0.4463	0.2112	0.3264
Si	0.1865	0.2025	-1.068
Si	-0.3391	-0.2177	-0.6424
Si	0.1092	-0.5872	0.2704
Si	0.0717	0.5295	-0.9228
Si	0.1535	0.4245	-0.3182
Si	0.0288	0.2853	0.5079
Si	-0.3975	-1.1123	-0.3949
Si	0.6783	0.8887	0.0823
Si	0.023	0.1953	0.7443
Si	0.8739	0.3994	0.8497
Si	2.2087	-2.7039	-1.8417
Si	2.2521	-1.9674	-0.4933
Si	-0.4841	-1.617	-0.1033
Si	0.3342	0.6789	-0.5229
Si	1.182	0.1936	0.7125
Si	-0.0311	-1.3504	-0.0968
Si	-1.2192	1.6314	0.0883
Si	-0.3189	-0.6844	-0.1114
Si	0.1359	0.8027	1.4748
Si	0.2528	3.8324	-0.8803
Si	-3.0828	4.9125	3.259
Si	-1.517	-2.3878	1.4049
Si	0.3522	-1.9034	-5.983
Si	-0.3085	1.1718	0.3495
Si	-7.2019	10.4758	5.7616
Si	-1.9543	1.3889	-1.1786
Si	2.4293	-0.1075	-1.2181
Si	-0.7743	0.8136	2.6487
Si	1.4349	-1.155	0.4989
Si	-0.9292	-0.8298	-1.406
Si	1.6734	0.6933	0.4833
Si	-1.1324	-0.9807	-3.2284
Si	-1.3366	1.9837	-1.0287
Si	2.5172	-5.9889	-3.2221
Si	-0.2973	7.5816	-3.459
Si	0.7594	-1.8907	-3.5824
Si	-2.7895	0.9592	-3.1674
Si	-2.6046	-0.9628	-6.2987
Si	6.6248	-1.8338	-8.2554
Si	-5.4895	-6.0959	-0.3055
Si	-4.1226	-2.0836	0.1343
Si	0.3633	-0.8826	0.7595
Si	-3.1921	0.6627	-1.9556
Si	0.1369	3.8431	4.2369
Si	3.2056	3.9261	-4.4885
Si	0.2004	-0.7208	-3.8768
Si	-5.5501	7.2577	1.3933
Si	-2.1319	-1.8443	1.0581
Si	3.4369	-0.042	1.5863
Si	0.8654	-2.6634	-2.5993
Si	-1.0246	-3.3718	-1.7695
Si	-1.7989	2.959	-0.3379
Si	6.6379	0.4427	2.2249
Si	0.6556	1.2898	-2.5941
Si	0.2842	0.5753	-5.3124
Si	-1.9412	0.019	0.5248
Si	-0.332	-0.5659	2.5572
O	2.1989	0.1714	0.1949
O	-0.3302	-5.2864	-0.5088
O	-0.2511	-1.0338	2.1618
O	2.2546	1.9387	2.6623
O	0.628	1.2636	-0.3721
O	1.0167	3.0055	-0.4541
O	3.9507	-0.5595	-0.9985
O	1.9846	-1.1125	-0.3866
O	4.3876	-3.9359	0.4657
O	0.21	2.6416	-3.6877
O	-1.9602	3.2231	1.679
O	0.8613	3.2053	0.1752
O	-2.7155	2.049	2.3179
O	2.7777	4.2225	4.9217
O	-3.3478	1.1999	-6.665
O	1.1114	-2.6245	3.5318
N	-0.341	-1.9647	0.3848
O	6.1307	3.1469	1.3476
O	-3.801	0.1922	0.0584
O	0.2903	1.8553	-0.0962
O	-0.3714	-1.1511	6.1516
O	-0.2196	1.7134	0.2763
O	7.405	-7.3191	-5.247
O	0.5234	-0.7728	0.0229
O	2.7037	1.2344	2.0679
O	-2.1671	2.6264	1.2016
O	0.6275	-4.4537	3.6009
O	-1.3663	0.173	2.347
O	-0.7384	-0.4474	-1.1584
O	-4.3645	0.3493	-0.7043
N	0.8713	2.5257	0.0718
O	-1.2345	-1.1062	0.5244
O	1.8642	-0.3804	-0.0425
O	0.0668	-0.5481	-0.3921
O	-1.2368	-0.5737	2.2944
O	0.1147	-0.6801	1.3018
O	2.0622	-0.35	0.1901
O	0.2244	-3.5411	6.1931
O	-0.5273	-1.8569	1.0942
O	-2.0415	0.9019	-0.6704
O	-1.4866	4.1498	1.1898
N	3.885	-0.7897	0.6301
O	2.6563	0.3276	0.0886
N	4.4925	-1.4344	1.5381
O	1.0932	4.0771	-0.2309
O	-1.2616	-2.2075	-4.1722
O	2.0528	1.3203	-2.6775
O	2.0027	0.0421	1.2407
O	4.4896	-2.8265	-2.8213
O	-4.8187	-0.6361	7.1269
O	-1.764	-1.7917	1.6919
O	3.1459	-1.702	1.0714
O	3.4324	3.3774	1.2445
O	0.7547	-1.1033	1.3402
O	-1.0408	-0.2753	-1.0353
O	0.2297	-1.4562	-0.2449
O	5.1272	-0.7272	0.7933
O	-2.8153	-2.842	-0.6495
O	-0.4424	-2.0476	0.133
O	-1.2394	-3.1489	2.7191
O	-2.9575	0.3214	-2.1113
O	-7.0623	-3.5681	0.1346
